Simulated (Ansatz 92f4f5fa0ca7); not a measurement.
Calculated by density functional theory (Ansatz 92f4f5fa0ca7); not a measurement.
Periodic cell of 213 atoms, Si131O78B1H3, from a study of silicon, its oxide and their interface. The atomic structure is a simulated model.

Settings
functional: PBE
potential files: Ansatz PAW
basis: plane waves
wave-function cutoff: 700 eV
density cutoff ratio: 5
exchange-correlation grid ratio: 1
k mesh: 2 x 2 x 1, shifted by 0.5 0.5 0.5 of a step
self-consistency stop: 5e-08 eV per atom in the density residual
occupations: fixed
spin: none
net charge: 0

Cell vectors (angstrom)
a  10.938  0  0
b  0  10.938  0
c  0  0  31.3387

Atoms: element, x, y, z (angstrom)
Si  10.3413  0.515  23.9905
Si  5.7139  10.6292  23.9281
Si  2.1914  3.0451  23.9146
Si  8.6425  2.2248  24.0063
Si  0.3322  4.8876  23.879
Si  4.8794  5.9247  24.038
Si  3.1956  7.6499  23.876
Si  7.5022  8.7909  23.8342
Si  1.1801  1.4156  25.2701
Si  6.8348  1.3109  25.2234
Si  3.9276  4.1056  25.1911
Si  9.5911  3.9875  25.2632
Si  1.3345  6.7332  25.05
Si  6.7075  6.9341  25.1393
Si  4.0499  9.4937  25.1507
Si  9.3613  9.6279  25.1162
Si  2.6556  -0.0212  26.4516
Si  8.1275  -0.028  26.6708
Si  -0.0636  2.7255  26.7573
Si  5.4081  2.7371  26.4655
Si  2.6272  5.4664  26.6169
Si  8.1532  5.4917  26.4194
Si  -0.0835  8.1865  26.3506
Si  5.3937  8.2085  26.6346
Si  4.0591  1.3441  27.8512
Si  9.5059  1.33  28.0235
Si  1.3302  4.1069  28.0243
Si  6.7898  4.1233  27.8392
Si  4.0386  6.8199  27.9566
Si  9.5375  6.8373  27.8231
Si  1.2939  9.5372  27.8195
Si  6.7784  9.541  27.9972
Si  0.0018  -0.0264  29.2912
Si  5.4347  0.0204  29.2926
Si  2.7462  2.7197  29.2927
Si  8.1535  2.7703  29.2871
Si  -0.0458  5.5108  29.2931
Si  5.4561  5.4708  29.2798
Si  2.6885  8.2262  29.2721
Si  8.2107  8.1844  29.2819
Si  1.3673  1.3673  30.6549
Si  6.8362  1.3673  30.6549
Si  4.1018  4.1018  30.6549
Si  9.5708  4.1018  30.6549
Si  1.3673  6.8362  30.6549
Si  6.8362  6.8362  30.6549
Si  4.1018  9.5708  30.6549
Si  9.5708  9.5708  30.6549
Si  2.7345  0  0.6835
Si  8.2035  0  0.6835
Si  0  2.7345  0.6835
Si  5.469  2.7345  0.6835
Si  2.7345  5.469  0.6835
Si  8.2035  5.469  0.6835
Si  0  8.2035  0.6835
Si  5.469  8.2035  0.6835
Si  4.0848  1.4028  2.0571
Si  9.6248  1.3397  2.0559
Si  1.412  4.0616  2.0558
Si  6.8395  4.0976  2.0478
Si  4.1565  6.7935  2.0469
Si  9.5577  6.8605  2.0388
Si  1.372  9.5852  2.0541
Si  6.8611  9.5537  2.058
Si  0.1004  0.0506  3.5073
Si  5.4918  0.0376  3.3469
Si  2.7712  2.7407  3.5422
Si  8.2523  2.7369  3.3469
Si  0.02  5.4685  3.3089
Si  5.4975  5.4257  3.4962
Si  2.7859  8.1944  3.3283
Si  8.2584  8.2339  3.489
Si  1.4799  1.3775  5.0195
Si  6.9125  1.3653  4.6877
Si  4.1427  4.0828  4.976
Si  9.6422  4.1009  4.6714
Si  1.4499  6.7684  4.6232
Si  6.8884  6.8113  4.8296
Si  4.1334  9.5909  4.6758
Si  9.7074  9.5973  4.8609
Si  2.8751  -0.1148  6.3778
Si  8.314  0.0945  6.127
Si  0.037  2.8872  6.2194
Si  5.6114  2.623  6.2142
Si  2.7075  5.5517  6.2314
Si  8.3717  5.4708  6.1064
Si  0.3435  8.282  6.0772
Si  5.4506  8.2179  6.0495
Si  4.9694  0.6746  7.508
Si  9.1591  1.9673  7.3965
Si  0.8885  4.7134  7.5408
Si  7.427  3.6651  7.3562
Si  3.5029  7.5521  7.2347
Si  10.1486  6.5724  7.2924
B  2.107  9.0122  6.7443
Si  6.6406  9.8344  7.2327
H  3.7189  7.4093  8.7143
O  7.0606  4.0102  8.951
O  9.6056  1.8045  9.0002
O  5.0802  1.0405  9.1385
O  7.3186  9.1275  8.5918
O  9.4697  7.3739  8.5984
O  1.2756  4.2437  9.1008
H  8.2788  2.6382  22.6116
H  10.7629  0.1942  22.5866
O  10.3261  5.3599  22.567
O  2.7718  2.1424  22.6087
O  2.9736  7.86  22.2291
O  5.2182  5.5311  22.4627
O  4.9729  0.4451  22.6141
O  7.9303  8.2505  22.3263
Si  4.526  8.2031  14.4845
Si  4.1448  1.6377  21.8517
Si  3.9538  1.4307  15.3162
Si  5.8825  1.2098  10.5477
Si  8.073  7.8704  9.2994
Si  7.2998  1.5252  14.664
Si  5.8194  7.8298  19.0653
Si  8.5665  10.5805  18.873
Si  5.0123  4.5111  21.2266
Si  10.5768  2.8498  12.6608
Si  1.1279  5.0199  16.9622
Si  3.2286  8.29  20.6804
Si  4.6084  9.8829  17.1166
Si  9.3256  4.5  18.4608
Si  8.4114  8.2245  20.781
Si  6.4887  4.983  18.6774
Si  1.0076  2.2668  15.5094
Si  2.8449  0.059  19.5257
Si  4.6341  3.9945  11.5192
Si  0.3967  9.3364  15.8682
Si  9.1575  1.0754  10.3824
Si  9.2382  10.4799  14.2101
Si  6.8275  5.1691  10.0725
Si  7.4476  2.2459  17.8083
Si  8.7896  5.2328  12.5602
Si  0.4027  0.5578  17.9037
Si  2.3738  5.6222  19.7241
Si  5.0724  10.8846  13.1505
Si  10.4119  5.7415  20.9866
Si  1.625  4.474  10.6775
Si  9.6856  9.2495  11.325
Si  7.0005  6.4685  14.8947
Si  1.8671  7.1294  14.724
Si  8.6133  8.5696  16.3562
Si  0.4142  6.8618  11.9496
Si  5.5411  3.8525  14.4707
O  9.8264  1.7573  11.7053
O  3.1021  3.9013  11.0224
O  4.2504  8.7687  15.9905
O  0.1601  8.4146  11.4728
O  9.9917  0.3959  18.7653
O  0.8847  6.7209  13.5027
O  0.6559  3.6319  11.666
O  8.6098  9.794  20.3131
O  9.7011  4.6032  20.0479
O  3.5235  10.2765  18.2404
O  3.415  7.0319  14.2235
O  8.458  8.3122  10.8145
O  3.5972  4.8145  20.4467
O  4.7772  0.3759  16.2923
O  9.7376  7.2289  20.6952
O  7.5134  1.0736  10.4484
O  4.8243  8.2806  20.2978
O  3.988  1.0291  13.7216
O  5.0919  2.9597  21.7207
O  4.4633  9.4021  13.395
O  2.118  4.9425  18.2621
O  7.9975  5.4145  18.2388
O  5.2981  5.1897  10.6291
O  6.8175  2.9325  14.0022
O  0.0888  1.6447  16.7166
O  1.6551  8.6955  15.1045
O  7.3015  1.6968  16.2807
O  5.9863  7.5528  14.2619
O  9.4766  3.9155  13.2249
O  5.343  0.0454  11.5592
O  1.4898  6.0884  10.9921
O  2.6398  7.2261  19.582
O  6.4123  0.2981  14.029
O  7.7695  4.8353  11.3612
O  9.8137  10.5072  10.2963
O  4.7416  4.321  13.1247
O  1.0586  5.5885  20.6682
O  6.1317  5.1334  15.3182
O  1.328  3.8027  15.9163
O  5.5479  6.3323  18.3527
O  2.3851  1.4133  15.6866
O  7.4306  0.8523  18.7291
O  7.0483  6.6136  9.3676
O  6.3053  4.7599  20.2783
O  8.232  9.6059  15.1549
O  5.46  2.6299  11.2134
O  7.2696  7.6483  19.7774
O  10.5232  5.0568  17.5064
O  8.8057  1.1135  14.2162
O  6.2951  3.4254  18.067
O  4.585  2.9438  15.45
O  -0.1998  10.4388  14.8267
O  1.5771  0.9351  18.9755
O  8.0914  6.0692  13.7627
O  3.7901  1.0979  20.3477
O  8.4381  9.3989  17.7432
O  8.8978  2.9723  18.0744
O  2.4833  9.7417  20.518
O  1.535  6.3163  16.0821
O  9.9182  6.1287  11.8307
O  7.7365  7.2052  16.1667
O  5.7776  9.0719  17.9699
O  0.8329  10.0636  17.2432
O  10.2026  8.1917  16.1938
O  0.4391  2.2448  13.9695
O  9.2041  9.8254  12.7509

Results
free energy: -127856.619 eV
free energy less fixed offsets of B -155.45, H -17.10, O -569.03, Si -635.61 eV per atom: -0.619 eV

Forces (eV/angstrom), in the order of the atoms: element, x, y, z
Si  -0.0116  0.0279  -0.0292
Si  0.031  -0.0282  -0.0567
Si  -0.0369  0.015  -0.0455
Si  0.0243  -0.0082  -0.0236
Si  0.0096  -0.0554  -0.0465
Si  -0.0231  0.0309  -0.058
Si  0.0312  -0.0273  -0.0534
Si  -0.0453  0.0362  -0.0516
Si  -0.0317  0.0023  -0.0346
Si  0.0319  -0.0046  -0.0177
Si  -0.0213  0.0035  -0.0127
Si  -0.0027  -0.0455  -0.0354
Si  0.0272  -0.0249  0.0067
Si  -0.0097  0.0225  -0.0081
Si  0.0083  -0.024  -0.0121
Si  -0.0082  0.0196  -0.0027
Si  0.0236  -0.0038  0.0775
Si  -0.0081  -0.0179  -0.01
Si  0.0163  0.0158  -0.0069
Si  -0.0034  0.0134  0.0633
Si  -0.0062  0.0005  -0.0225
Si  -0.0113  0.0221  0.0698
Si  0.0076  0.0035  0.0668
Si  0.0076  0.0052  -0.0186
Si  -0.0102  -0.0054  0.0004
Si  -0.0072  -0.0084  -0.0025
Si  0.0025  0.005  0.0042
Si  0.0028  0.0084  0.0104
Si  -0.0061  -0.0045  -0.0102
Si  0.0018  0.0046  0.0086
Si  -0.0179  -0.0086  0.014
Si  0.0097  0.0152  0.0037
Si  0.0212  -0.0282  -0.0236
Si  -0.0196  0.008  -0.0157
Si  0.02  -0.0104  -0.0229
Si  -0.0207  0.0216  -0.0129
Si  -0.0116  0.0188  -0.0216
Si  0.0205  -0.0204  -0.0227
Si  -0.0209  0.0182  -0.0149
Si  0.0106  -0.0186  -0.0211
Si  0.0392  -0.1498  -0.0828
Si  -0.2427  0.1708  0.0576
Si  0.1289  -0.0787  -0.0377
Si  -0.2051  0.1553  0.0192
Si  -0.1869  0.1737  0.0638
Si  0.0539  -0.0964  -0.1048
Si  -0.2612  0.0976  -0.0172
Si  0.0226  -0.1958  -0.0088
Si  -0.0115  0.1158  0.0707
Si  0.2258  -0.0961  0.0462
Si  0.2105  -0.1301  -0.0744
Si  -0.0649  0.0953  0.0107
Si  0.1833  -0.186  -0.0069
Si  -0.1594  0.0875  0.0316
Si  -0.0394  0.1914  0.043
Si  0.2681  -0.1699  -0.0394
Si  -0.0144  0.0211  0.0169
Si  0.0317  -0.0266  0.0148
Si  0.0193  -0.0184  0.021
Si  -0.033  0.0258  0.0256
Si  0.0154  -0.0243  0.0137
Si  -0.0178  0.0106  0.0224
Si  -0.0224  0.0306  0.0198
Si  0.0165  -0.0115  0.0185
Si  0.0312  0.0093  -0.0114
Si  0.0008  0.0072  0.0012
Si  0.0129  0.0064  0.001
Si  0.0005  0.0078  0.0033
Si  -0.0232  -0.0029  -0.0144
Si  -0.0076  -0.0173  -0.0045
Si  -0.0119  0.0125  0.0119
Si  -0.0002  0.0004  0.0156
Si  -0.0142  -0.0379  -0.0575
Si  -0.0061  -0.0152  0.0209
Si  -0.001  -0.0027  -0.0722
Si  0.0274  -0.0028  0.0322
Si  0.0105  0.0428  0.0752
Si  -0.0066  -0.0125  -0.0621
Si  -0.0153  0.0281  0.0883
Si  -0.0016  -0.0155  -0.065
Si  0.089  0.0061  -0.0719
Si  0.0048  0.0595  0.0135
Si  -0.0214  -0.0007  -0.013
Si  0.0212  0.0115  0.0062
Si  -0.0384  0.0383  -0.0071
Si  0.0164  -0.0152  0.0224
Si  -0.0527  -0.0552  -0.0077
Si  -0.0335  0.015  0.0206
Si  0.0592  -0.0468  0.0449
Si  -0.016  0.0176  0.0336
Si  -0.0294  0.0572  0.0501
Si  0.0131  -0.0304  0.0506
Si  -0.0187  0.0301  0.0571
Si  0.0118  -0.0087  0.0284
B  0.0811  -0.0859  0.048
Si  -0.0469  0.0115  0.0445
H  -0.0046  -0.0071  -0.0218
O  -0.0076  0.0249  0.0033
O  -0.02  -0.013  0.0048
O  -0.0015  -0.0037  0.0021
O  0.01  -0.0097  -0.0181
O  -0.0198  -0.0028  -0.0041
O  -0.0021  0.0062  -0.0002
H  -0.0021  0.0013  0.0078
H  0.0006  -0.0039  0.0052
O  0.018  0.011  -0.0017
O  0.0251  0.0105  0.0059
O  0.0086  0.0044  -0.0041
O  -0.0124  -0.0148  -0.0041
O  -0.0069  0.0102  0.0096
O  0.0024  0.0065  0.0045
Si  -0.003  -0.0038  -0.0049
Si  0.0065  0.0111  -0.0084
Si  -0.0025  0.0001  0.0019
Si  0.0068  -0.0029  0.0026
Si  0.0003  -0.0113  0.0089
Si  0.0064  -0.0005  -0.001
Si  0.0013  0.0004  0.0018
Si  -0.0014  -0.0009  0.0062
Si  0.004  -0.0025  0.0114
Si  -0.0017  0.0002  0.0013
Si  0.002  0.0033  -0.0018
Si  -0.0012  0.0019  0.0016
Si  -0.001  -0.0005  -0.0016
Si  -0.0005  -0.0015  -0.0008
Si  0.0043  -0.0005  -0.0061
Si  -0.0014  0  0.0008
Si  -0.0009  -0.002  -0.0029
Si  -0.0021  0.002  0.0023
Si  0.0011  0.005  0.0032
Si  0.0047  -0.0008  0.0001
Si  0.0037  -0.0039  -0.0036
Si  -0.0003  0.0021  -0.0022
Si  0.0002  0.0071  -0.0049
Si  -0.0008  -0.001  -0.0007
Si  0.0031  -0.0019  0.0013
Si  0.0009  0.004  0.0045
Si  0.0015  -0.0026  -0.0015
Si  -0.0033  -0.0054  -0.0051
Si  -0.0024  0.003  0.0002
Si  0.0047  0.0023  0.0083
Si  0.0028  0.0007  -0.0031
Si  0.0051  0.0011  0.0024
Si  0.0008  -0.0014  -0.0012
Si  -0.0005  -0.0052  0.0016
Si  0.0015  0.0043  -0.0026
Si  -0.0019  0.0044  0.0024
O  -0.0048  0.0051  -0.0112
O  0.0029  0.0108  -0.0017
O  0.0025  0.0063  -0.0284
O  -0.0236  -0.0108  0.0058
O  0.0022  -0.0167  -0.0173
O  0.0165  0.0106  -0.0035
O  -0.0018  0.0095  0.0002
O  -0.0052  -0.0137  -0.0117
O  0.0014  0.0235  -0.0118
O  0.0042  0.0055  0.0102
O  -0.0025  0.0189  0.0082
O  0.0157  0.0079  -0.0207
O  0.0085  0.0172  0.0001
O  -0.0207  0.0066  -0.0173
O  -0.0163  -0.0157  0.0093
O  -0.0013  0.0061  0.003
O  -0.0038  0.0051  -0.0064
O  0.0119  -0.0063  0.0121
O  -0.0236  0.0028  -0.0069
O  0.0024  0.0064  0.0212
O  -0.0162  0.0163  0.0047
O  -0.005  -0.0221  0.0043
O  0.0146  -0.0271  0.0098
O  -0.0245  -0.0111  0.0242
O  0.0117  -0.0109  0.0098
O  -0.0138  -0.013  0.0056
O  0.0022  0.0187  -0.0012
O  -0.0036  -0.0149  0.0198
O  0.0132  0.006  -0.0257
O  0.0098  0.0253  0.0043
O  -0.0182  -0.026  0.0131
O  0.0033  -0.0084  0.0143
O  -0.0077  0.0049  -0.0102
O  -0.0069  0.0077  -0.0021
O  -0.0117  -0.0043  0.0216
O  0.0153  -0.0139  -0.0048
O  0.0056  -0.0122  -0.019
O  0.0071  0  -0.0318
O  -0.0114  -0.0153  0.0125
O  0.0163  -0.0032  0.0076
O  0.0084  0.0114  -0.006
O  0.0164  -0.0014  -0.0144
O  0.0232  0.0008  0.0104
O  -0.0119  -0.0017  -0.0135
O  0.0277  -0.0013  0.0039
O  -0.0043  0.0045  -0.0063
O  0.0005  0.0061  0.0118
O  0.0102  -0.0134  0.0139
O  -0.0138  -0.0201  0.0071
O  0.0256  0.0061  -0.0059
O  0.0115  -0.0153  -0.0266
O  -0.0257  -0.0307  0.0138
O  0.0032  -0.0192  -0.0048
O  -0.0068  -0.0057  -0.001
O  -0.01  -0.0071  0.0174
O  0.0064  0.0151  -0.0043
O  -0.0259  0.0213  0.0061
O  0.0178  -0.0032  -0.0107
O  0.0018  -0.0048  -0.0065
O  0.0122  -0.0052  0.0149
O  0.0028  0.0139  -0.0204
O  0.0065  -0.0088  0.0215
O  -0.0234  0.0176  -0.016
O  -0.0108  0.0419  -0.0086
O  0.0062  0.0186  -0.0008
O  0.0176  0.0081  0.0026

The program warned: the cutoff lies below the one the program advises for these potential files; the forces do not sum to zero within the program's tolerance; the exchange-correlation potential is rough where the density is thin.
